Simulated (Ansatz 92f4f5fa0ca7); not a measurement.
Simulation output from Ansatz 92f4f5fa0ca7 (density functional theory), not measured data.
Periodic cell of 256 atoms, Si144O112, from a study of silicon, its oxide and their interface. The atomic structure is a simulated model.
This geometry differs little from another in the collection (a relaxation step or a small displacement).

Settings: functional r2SCAN; potential files Ansatz PAW; basis plane waves; wave-function cutoff 800 eV; density cutoff ratio 5; exchange-correlation grid ratio 1; k mesh 1 x 1 x 1, shifted by 0.5 0.5 0 of a step; self-consistency stop 1e-10 eV per atom in the density residual; occupations fixed; spin none; net charge 0.

Cell vectors (angstrom)
a	10.887	0	0
b	0	10.887	0
c	0	0	36.1327

Atoms: element, x, y, z (angstrom)
Si	-0.1876	-0.1696	-0.4018
Si	2.3238	3.0481	0.0935
Si	0.14	5.3008	-0.0247
Si	3.3293	7.7788	0.0536
Si	5.7029	-0.2213	0.2621
Si	7.6704	3.3118	0.0187
Si	5.3802	5.4585	0.4089
Si	7.7469	8.3453	0.2466
Si	1.144	1.3	1.1182
Si	3.925	4.0499	1.5209
Si	1.456	6.8143	1.2337
Si	4.1525	9.4481	1.5083
Si	6.8313	1.4889	1.3651
Si	9.4149	4.2218	1.3373
Si	6.7029	6.8603	1.6921
Si	9.5356	9.4726	1.2607
Si	-0.119	2.7035	2.6108
Si	2.6162	0.0047	2.5833
Si	0.0412	8.1511	2.6257
Si	2.6521	5.4926	2.8086
Si	5.3791	2.6938	2.7729
Si	8.2385	0.0645	2.6576
Si	5.3971	8.2074	3.0161
Si	8.1761	5.5057	2.8513
Si	1.2791	4.0527	4.0351
Si	4.0059	1.3118	4.0484
Si	1.3333	9.5408	4.026
Si	4.0108	6.8006	4.223
Si	6.764	4.0897	4.105
Si	9.5221	1.3789	4.0884
Si	6.8702	9.616	4.1139
Si	9.5824	6.8557	4.1075
Si	0.0046	0.0133	5.4299
Si	2.687	2.7154	5.4065
Si	-0.0137	5.4301	5.4441
Si	2.6605	8.2054	5.475
Si	5.4275	0.0168	5.4381
Si	8.1385	2.722	5.435
Si	5.4281	5.4399	5.4989
Si	8.2043	8.2208	5.457
Si	1.3666	1.3605	6.802
Si	4.0611	4.0559	6.8087
Si	1.3409	6.7977	6.8055
Si	4.0904	9.5228	6.798
Si	6.7864	1.3784	6.7967
Si	9.5069	4.0762	6.7898
Si	6.8196	6.833	6.7993
Si	9.5458	9.5588	6.8261
Si	0.0112	2.7441	8.154
Si	2.7508	0.0014	8.1487
Si	-0.0007	8.1588	8.1591
Si	2.7116	5.4404	8.1547
Si	5.4514	2.7198	8.1671
Si	8.175	0.0469	8.1599
Si	5.4358	8.163	8.1725
Si	8.1706	5.4459	8.1393
Si	1.3627	4.1016	9.5429
Si	4.0978	1.3617	9.5173
Si	1.3979	9.5013	9.4848
Si	4.0722	6.7675	9.5307
Si	6.8236	4.0916	9.5055
Si	9.5596	1.4009	9.5324
Si	6.811	9.5585	9.4848
Si	9.5573	6.7617	9.4991
Si	0.0931	0.0193	10.8242
Si	2.7548	2.7412	10.8676
Si	0.0211	5.4509	10.9515
Si	2.6789	8.1061	10.8878
Si	5.4551	0.0117	10.8776
Si	8.233	2.8076	10.8951
Si	5.4334	5.3868	10.8764
Si	8.1874	8.1513	10.7535
Si	1.4615	1.3636	12.2322
Si	4.0967	4.0276	12.31
Si	1.3552	6.7802	12.3826
Si	4.0545	9.4768	12.1609
Si	6.8518	1.4342	12.1657
Si	9.5858	4.1287	12.3775
Si	6.8188	6.8122	12.0873
Si	9.6232	9.4643	12.0427
Si	0.1361	2.6792	13.6746
Si	2.8371	-0.0213	13.591
Si	-0.0376	8.2476	13.6607
Si	2.7699	5.3961	13.7415
Si	5.5204	2.6797	13.6801
Si	8.2723	-0.033	13.2707
Si	5.4289	8.105	13.4404
Si	8.1529	5.6294	13.5851
Si	1.4991	3.9686	15.1621
Si	4.6029	0.8499	14.9447
Si	1.1882	9.8445	14.9211
Si	4.372	6.638	14.9556
Si	6.5902	4.4513	14.8358
Si	9.7605	1.009	14.7109
Si	6.8426	9.5557	14.5386
Si	9.0316	7.3941	14.9569
Si	-1.2005	4.3105	22.693
Si	-0.4171	20.2058	21.2506
Si	0.0403	26.4158	25.4658
Si	-7.6347	15.4987	21.7568
Si	3.4078	2.4559	17.3344
Si	8.8173	0.7209	21.3298
Si	9.045	6.6457	34.0395
Si	7.7006	-5.0716	29.2433
Si	-8.545	11.6766	24.8871
Si	-2.576	8.5607	25.1989
Si	-15.5389	-19.7701	32.3124
Si	0.7418	13.3893	29.5282
Si	-12.5979	25.3303	27.8043
Si	2.2383	-12.0906	33.8846
Si	-15.9046	2.4215	18.7371
Si	-6.8245	-8.7923	22.8083
Si	0.0211	27.8113	16.856
Si	1.0447	-7.7878	20.8191
Si	-5.7728	0.312	29.9378
Si	-8.9525	17.8464	25.2396
Si	-5.8691	-4.6024	30.5675
Si	8.653	1.4786	33.8895
Si	-0.8835	22.4871	31.3858
Si	24.6469	0.8925	27.8677
Si	14.8515	12.2329	34.2197
Si	-7.9785	-6.4982	26.1094
Si	-21.3076	22.6196	22.654
Si	5.6599	-4.8843	22.6292
Si	13.7534	9.4067	26.4441
Si	5.5462	14.5541	24.645
Si	-8.4077	15.8188	29.2453
Si	3.0794	7.3625	22.6025
Si	7.2584	5.02	32.0506
Si	16.8176	-11.6737	25.8205
Si	3.2627	8.8902	31.0411
Si	8.1852	24.4192	16.8042
Si	-8.5608	8.9679	20.0088
Si	0.9046	-3.2503	29.572
Si	7.8966	3.3538	20.591
Si	-18.0869	0.9747	19.8183
Si	18.2794	1.8486	26.0522
Si	20.2715	-2.656	27.9179
Si	18.879	20.954	29.8077
Si	-2.3572	7.0776	22.5698
Si	-1.13	-2.2866	31.6612
Si	-3.3237	0.0812	23.7898
Si	-0.8476	4.0166	18.7574
Si	24.2705	18.9038	17.0349
O	-2.7871	5.5464	-2.8115
O	1.4396	3.8178	-10.4705
O	2.1197	10.1218	-10.9263
O	4.0443	-0.6041	-5.3852
O	-8.1207	8.2787	-17.524
O	-6.4891	6.5731	-0.3826
O	8.1483	7.3922	-0.997
O	4.3964	7.7202	-5.1349
O	2.2479	-2.9561	-9.631
O	13.7676	1.4157	-9.8293
O	7.9846	12.2908	-11.5196
O	2.9099	0.2524	-2.449
O	2.9979	8.6176	-1.3034
O	8.7242	11.4161	-5.755
O	10.3199	5.9308	-1.3748
O	-1.2886	6.8638	16.4026
O	-5.0954	16.5954	31.8768
O	-1.3559	-3.075	33.0361
O	0.4511	10.1185	22.4013
O	1.9486	9.3494	16.2926
O	1.3423	17.8085	16.8871
O	7.4442	3.8786	16.0927
O	-14.723	6.6019	22.0107
O	9.5182	3.2105	17.4822
O	-8.0982	12.707	18.7181
O	8.6764	1.4738	15.8344
O	17.2644	3.3188	20.0191
O	3.1786	25.2404	22.907
O	8.2241	18.2466	24.1347
O	5.7921	10.6244	15.2923
O	0.2373	3.0402	19.4372
O	-2.2971	-3.9166	28.5538
O	-3.3502	11.1123	22.1857
O	0.0128	10.9079	15.3817
O	5.4917	2.5513	23.4377
O	5.1865	1.0063	19.174
O	-6.2357	28.9982	23.0015
O	-8.4391	16.8069	22.2133
O	-1.0666	12.2075	22.4686
O	17.3619	-6.4663	35.785
O	4.7479	3.248	17.8665
O	2.9977	19.1979	21.3168
O	-6.078	5.0801	21.5514
O	0.2771	4.862	15.7783
O	4.277	1.0199	28.7078
O	-5.4133	5.5093	15.4319
O	-4.7496	-15.4743	29.3587
O	4.8361	2.1043	33.1042
O	4.4765	-12.2042	26.2358
O	-2.2349	-1.0237	24.2943
O	-1.3116	-5.0026	22.4456
O	8.2542	3.682	22.1536
O	-7.964	10.4657	19.9729
O	0.4892	17.0971	25.2712
O	-19.3539	14.8241	20.5398
O	6.4448	-10.2926	26.5704
O	20.4393	-11.3371	20.5091
O	0.1049	3.8674	21.8727
O	-9.9083	23.0415	24.1322
O	19.041	5.449	30.7615
O	-2.0954	4.3807	19.7223
O	2.1897	-3.0849	23.8766
O	7.2453	1.0265	33.1723
O	17.6385	-1.3538	35.8163
O	5.9058	-5.7897	23.9637
O	-26.0201	-7.6402	25.748
O	-13.8842	8.5327	15.3559
O	-1.4868	11.3402	34.9136
O	0.0518	19.1025	28.3373
O	-7.0695	7.4352	16.2877
O	-11.0029	-3.2317	30.831
O	-8.5191	3.3492	16.4483
O	4.9663	0.5209	35.1593
O	-0.1925	16.306	18.3252
O	-9.2615	1.6693	28.48
O	2.3821	9.004	32.4095
O	-15.6958	-0.4241	24.2341
O	-11.7756	-6.3965	26.7702
O	0.7045	-2.0877	20.1948
O	14.6854	5.3298	30.089
O	36.1447	11.8385	23.768
O	-8.3532	21.0846	27.8049
O	-20.4743	23.3905	21.4624
O	-6.853	1.6038	21.2818
O	22.1394	-9.435	30.692
O	8.5385	13.1055	27.1298
O	-2.5541	2.8228	34.7299
O	20.301	8.2116	26.3067
O	-3.752	2.0188	17.8388
O	1.7081	-7.1715	29.9984
O	20.5533	1.6737	32.6458
O	-13.3396	1.8561	20.2874
O	-1.5261	8.2714	21.8242
O	-14.833	8.843	26.0361
O	2.918	-6.3895	27.7343
O	12.3097	-4.7322	29.2036
O	8.686	-12.1655	28.4195
O	17.2934	21.1673	29.522
O	8.3289	19.7645	30.8961
O	-0.6427	35.732	28.9193
O	25.9498	14.4953	25.5123
O	10.4001	10.0916	31.8761
O	-6.9615	1.2545	16.374
O	3.155	2.5293	34.9351
O	1.2196	-6.7514	35.6604
O	-7.8172	5.8283	25.3906
O	-0.8688	14.9529	24.2542
O	17.8804	14.3107	32.1401
O	11.6737	-0.926	34.6174
O	-5.092	1.4524	30.8583
O	7.96	4.4487	28.4024
O	23.9587	8.5525	29.8933

Results
free energy: -155986.622 eV
free energy less fixed offsets of O -570.45, Si -639.56 eV per atom: 0.418 eV

Forces (eV/angstrom), in the order of the atoms: element, x, y, z
Si	0.001	0.0014	-0.0061
Si	0.0001	-0.002	-0.0045
Si	-0.0012	0.0008	-0.0041
Si	0.0005	0.0036	-0.0051
Si	-0.0014	0.0009	-0.0048
Si	0.0007	0.0004	-0.0039
Si	0.0007	0.0019	-0.0017
Si	0.001	0.0001	-0.0054
Si	0	0.0005	-0.0022
Si	0.0004	-0.0004	-0.0012
Si	0.0009	0.0016	-0.0012
Si	-0.0006	0.0021	-0.0012
Si	0.0002	0.0008	0.0009
Si	0.0005	0.0002	-0.0008
Si	-0.0012	-0.0003	-0.0004
Si	0.0003	0.0013	0.0006
Si	-0.0004	0.0011	0.0001
Si	-0.0004	0.0009	-0.0003
Si	0.001	0.0014	-0.0005
Si	0.0007	0.0008	0.003
Si	0.0007	0.001	0.0001
Si	0.0001	0.0012	-0.0009
Si	-0.0002	0.0005	0.0022
Si	0	-0.0004	0.0003
Si	0.0002	0.0018	-0.0009
Si	0.0007	0.0003	-0.0005
Si	0.0007	0.0011	0.0001
Si	-0.0002	0.0025	0.0003
Si	0.0002	0.0028	-0.0009
Si	0.0005	0.0008	-0.0009
Si	0	0.0023	-0.0014
Si	0	0	-0.0011
Si	0.0006	0.0017	-0.0004
Si	0.0003	0.0018	0.0002
Si	0.0002	0.0019	-0.0005
Si	-0.0003	-0.0001	-0.0001
Si	0.0002	0.0009	-0.0009
Si	0	0.0018	-0.0002
Si	0	0.0018	0.0008
Si	0.0004	0.0003	-0.0009
Si	-0.0004	0.0014	-0.0005
Si	0	0.0008	0
Si	0.0001	0.0021	-0.0003
Si	0.0004	0.0016	-0.0005
Si	-0.0001	0.0008	-0.0004
Si	0.0006	0.0012	-0.0006
Si	0.0003	0.0013	0
Si	0	0.0005	-0.001
Si	0.0002	0.0009	-0.0003
Si	-0.0004	0.0017	-0.0004
Si	0.0001	0.0014	-0.0005
Si	0.0006	0.002	-0.0001
Si	0.0005	0.0024	-0.0002
Si	0.0005	0.0003	-0.0011
Si	0.0002	0.0014	-0.0002
Si	-0.0002	0.0018	0
Si	0	0.0017	-0.0006
Si	0.0001	0.0014	-0.0007
Si	0.0001	0.0007	0.0002
Si	0.0006	0.0005	-0.0003
Si	0.0002	0.0021	0.0001
Si	-0.0005	0.0003	-0.0018
Si	0.0002	0.0008	-0.0007
Si	-0.0001	0	-0.0004
Si	-0.0001	0.0005	-0.0001
Si	0.0002	0.0014	-0.0002
Si	-0.0009	0.0023	-0.0007
Si	-0.0006	0.0015	-0.0009
Si	0	0.0012	-0.0003
Si	-0.0005	0.0017	-0.0006
Si	0.0002	0.0003	0
Si	0.0004	0.001	-0.0006
Si	0.0005	0.0012	-0.0014
Si	0.0009	-0.0004	-0.0001
Si	-0.0007	0.0008	0.0007
Si	0	0.0011	-0.0001
Si	-0.0012	0.0007	-0.0006
Si	0	0.0007	0.0002
Si	0.0001	0.002	-0.001
Si	0.0004	-0.0001	-0.0027
Si	0.0003	0.0015	-0.0012
Si	0.0006	0.0008	-0.001
Si	-0.0006	0.0016	-0.0016
Si	0	-0.0002	0.0002
Si	0.0002	-0.0002	-0.0016
Si	-0.0012	-0.0007	-0.0019
Si	0.0005	0.0005	0.0003
Si	0	0.0014	-0.0004
Si	0.0003	0.0019	0.0039
Si	-0.0012	0.0008	0.0038
Si	0.0007	-0.0001	0.0031
Si	-0.0024	0.0017	0.0037
Si	0.0002	0.0008	0.002
Si	-0.0001	0.0015	0.0026
Si	-0.0007	0.0009	-0.0009
Si	-0.0005	-0.002	0.0048
Si	-0.0011	0.0007	0.0015
Si	-0.0012	0	0.0043
Si	0.0006	-0.0016	-0.0002
Si	-0.0007	-0.0002	0.0015
Si	0.0006	-0.0005	0.0084
Si	-0.0007	-0.0026	0.0048
Si	-0.0011	0.0006	-0.0104
Si	0.001	0.0008	-0.0051
Si	0	-0.001	-0.0001
Si	0.0002	0.0008	0.0005
Si	-0.0003	0.0016	-0.0092
Si	0.0008	0.0015	-0.0052
Si	0.0005	0.0001	-0.0036
Si	-0.0001	0.001	-0.0106
Si	-0.0005	0	0.0093
Si	0.0008	-0.0004	0.0036
Si	0.0029	0.0008	0.0076
Si	0.0006	-0.0003	0.0033
Si	-0.0008	-0.0004	-0.0063
Si	0.0007	-0.0021	-0.0002
Si	-0.0008	-0.0006	-0.0058
Si	-0.0011	0.0005	-0.0117
Si	-0.0002	0	-0.0085
Si	-0.0007	-0.0021	-0.0025
Si	0.0017	0.0041	-0.0089
Si	-0.0003	0.0024	-0.004
Si	-0.001	-0.0022	0.0021
Si	-0.0001	-0.0007	0.0026
Si	0.0001	-0.0009	-0.0024
Si	-0.0006	0.0006	0.0018
Si	0.0001	0.0004	-0.004
Si	0.0001	-0.0029	0.0021
Si	-0.0003	0.0021	-0.0097
Si	-0.0006	0.0016	0.0002
Si	0.0028	0.0004	-0.0068
Si	-0.0003	0.0018	0.0101
Si	0.0003	-0.0004	0.0074
Si	0.0009	0.0002	-0.0043
Si	0.0002	-0.0031	0.005
Si	0.0001	-0.0007	0.0075
Si	-0.0007	-0.0002	-0.0006
Si	-0.0004	0	0.001
Si	0.0005	-0.0002	-0.0042
Si	-0.0003	-0.0022	0.0034
Si	-0.0011	0.0016	-0.0086
Si	-0.0004	-0.0022	0.0073
Si	-0.0011	-0.002	0.0081
Si	-0.0003	0.0001	0.0054
O	0.0028	0.0023	0.0059
O	0	-0.0016	0.0004
O	-0.0003	-0.0011	-0.0008
O	0.0003	-0.0004	0.0008
O	-0.0007	-0.0024	-0.0068
O	-0.0007	0.0008	0.0059
O	-0.0018	0.0027	0.007
O	0.0001	0.0013	0.0033
O	-0.0007	-0.0021	-0.0003
O	-0.0001	-0.0032	0
O	0.0005	-0.002	0.0008
O	0.0007	0.0033	0.0055
O	0.0027	-0.0032	0.0085
O	0.0019	0.0016	0.0027
O	0.0026	0.0001	0.005
O	0.0003	0.0025	-0.003
O	0.0007	-0.0006	0.0048
O	-0.0007	-0.002	0.0062
O	-0.0006	-0.002	-0.002
O	-0.0041	0.0011	-0.0034
O	-0.0031	-0.0026	-0.0051
O	-0.0028	0.0034	-0.0034
O	-0.0008	-0.0005	0.0006
O	-0.0003	-0.0011	-0.0054
O	0.0003	0.0027	-0.0057
O	0.0011	-0.0037	-0.0095
O	-0.0013	-0.0015	-0.0044
O	-0.0013	-0.0003	-0.0023
O	0.0022	-0.0021	-0.0007
O	0.0011	-0.0006	-0.0076
O	-0.0017	0.0014	-0.0034
O	0.0007	-0.0007	0.0017
O	0.0002	0.0001	0.0015
O	0.0001	0.0001	-0.0025
O	-0.0019	-0.0024	-0.0016
O	0.0006	0.0005	-0.0031
O	-0.0008	-0.0021	-0.0014
O	-0.0016	-0.0005	-0.0006
O	-0.0005	-0.0016	-0.0012
O	-0.0005	0.0029	0.0049
O	-0.0019	-0.0008	-0.0051
O	-0.0011	-0.0013	-0.005
O	0.0011	0.0001	-0.0039
O	0.0004	0.0005	-0.002
O	0.0016	-0.0002	0.0016
O	0.0008	0.0003	0.0013
O	-0.0006	0.0006	0.0006
O	-0.0043	-0.0025	0.0067
O	0.0006	-0.002	0.0001
O	0	-0.0025	-0.001
O	0	0.0004	-0.0012
O	-0.0005	-0.0027	-0.0032
O	-0.0008	-0.0011	-0.0037
O	-0.0006	-0.0005	-0.001
O	-0.0008	-0.0023	-0.0023
O	-0.0004	-0.0016	0.0025
O	-0.0005	-0.0005	-0.0022
O	0.0007	-0.0022	-0.0016
O	-0.0005	0.001	-0.0012
O	0.0008	-0.0004	0.0041
O	0.003	0.0007	-0.0049
O	-0.0006	-0.0006	-0.0018
O	0.0018	0.0005	0.0033
O	0.0014	0.0002	-0.0005
O	0.0006	0.0007	-0.0005
O	-0.0003	-0.0018	-0.0006
O	-0.0001	-0.0002	-0.0011
O	0.0021	-0.001	0.0049
O	0.0024	0.0005	0.0013
O	-0.0012	0	-0.0036
O	-0.0002	0.0012	0.0029
O	-0.002	0.0013	-0.0047
O	0.0047	0.0003	0.0043
O	0.0006	0.0036	-0.0063
O	-0.0006	-0.0016	0.002
O	-0.0011	0.0028	0.0075
O	-0.001	-0.0026	-0.0025
O	-0.0023	-0.0016	0.001
O	0.0024	-0.0016	-0.0027
O	0.0011	0.0011	0.0017
O	0.0003	-0.0012	-0.0021
O	0.0002	-0.0014	0.0016
O	0.0003	0.0005	-0.0018
O	-0.0005	-0.0021	-0.0046
O	-0.0007	-0.0015	0.0025
O	0.0006	-0.0008	0.0027
O	-0.0009	0.0021	0.0065
O	0.0011	0.0004	0.0006
O	0.0014	0.0006	-0.0049
O	0.0001	-0.0002	0.0016
O	-0.0012	0.0009	0.0051
O	-0.0004	-0.001	-0.0025
O	0.0007	-0.0004	-0.0016
O	0.0003	-0.0009	0.0004
O	-0.0003	0.0018	0
O	0.0003	-0.0006	0.0012
O	0	0.0008	0.0009
O	0.0003	0.0009	0.0016
O	0.0017	-0.0009	0.004
O	0.0006	-0.0006	0.0009
O	-0.0016	0.0022	0.0008
O	0.0012	0.001	0.0052
O	0.0009	-0.0013	-0.0038
O	-0.0012	0.0049	0.0046
O	0.0007	0.001	0.0025
O	-0.0001	-0.0023	-0.001
O	0.0001	-0.0001	-0.0015
O	0.0002	-0.0003	0.0028
O	-0.0017	0.002	0.0044
O	0.001	0.0017	0.0043
O	-0.0005	0.0006	0.0011
O	0.0007	0.0007	0.0028

The program warned: the cutoff lies below the one the program advises for these potential files; the forces do not sum to zero within the program's tolerance; empty levels may hold ghost states of the PAW files; the exchange-correlation potential is rough where the density is thin.
